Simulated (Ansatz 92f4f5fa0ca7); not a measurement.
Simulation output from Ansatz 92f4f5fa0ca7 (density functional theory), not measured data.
Periodic cell of 273 atoms, Si167O106, from a study of silicon, its oxide and their interface. The atomic structure is a simulated model.

Settings: functional r2SCAN; potential files Ansatz PAW; basis plane waves; wave-function cutoff 800 eV; density cutoff ratio 5; exchange-correlation grid ratio 1; k mesh 1 x 1 x 1, Gamma-centred; self-consistency stop 5e-08 eV per atom in the density residual; occupations fixed; spin none; net charge 0.

Cell vectors (angstrom)
a 11.6015 0 0
b 0 13.3963 0
c 0 0 29.8085

Atoms and the computed forces on them: element, x, y, z (angstrom), force x, y, z (eV/angstrom)
Si 11.5507 0.1806 22.8999 -0.0241 0.0022 -0.3387
Si 3.917 0.1543 23.0204 0.0378 0.0028 -0.3926
Si 7.6712 0.1195 23.1341 -0.0953 -0.0149 -0.3794
Si 2.0705 3.4535 22.8799 0.0251 -0.0114 -0.3207
Si 5.9047 3.6813 22.9908 0.03 0.1113 -0.3255
Si 9.7616 3.5328 23.0237 -0.0084 0.0195 -0.3762
Si 11.6645 6.8589 23.0589 -0.0344 0.0287 -0.3445
Si 3.9589 7.0337 23.1732 0.0348 0.0965 -0.3607
Si 7.7944 6.8873 23.2355 -0.0109 -0.0061 -0.3979
Si 2.0361 10.238 23.2387 0.0145 -0.0236 -0.357
Si 5.8608 10.0956 23.2873 -0.0133 -0.0715 -0.3652
Si 9.846 10.0852 23.2155 0.0984 -0.1227 -0.3392
Si 11.698 2.3838 23.7507 -0.0297 -0.0055 -0.0368
Si 3.9995 2.4031 23.7495 -0.0279 -0.0131 -0.0337
Si 7.7899 2.4105 23.768 0.0078 -0.0038 0.003
Si 2.0324 5.7051 23.693 -0.0089 0.0254 -0.0136
Si 5.8343 5.8044 23.9737 0.0203 -0.0059 0.0019
Si 9.7413 5.7256 23.8902 -0.0088 0.0066 -0.0006
Si 11.755 9.0246 24.0157 -0.0356 0.0208 0.0089
Si 3.9069 9.1339 24.1671 0.0008 -0.0226 -0.0022
Si 7.8523 9.0844 24.0148 -0.0243 -0.017 -0.02
Si 1.9147 12.5077 23.7944 0.0203 -0.0416 -0.0043
Si 5.7788 12.3729 23.9155 0.0193 0.009 0.0063
Si 9.6831 12.3944 23.7783 0.0126 0.0043 -0.0103
Si 11.6433 2.2927 26.1683 0.0078 0.005 0.0209
Si 3.916 2.3061 26.1664 0.0069 0.0077 0.0227
Si 7.7576 2.3105 26.178 0.0023 0.0043 0.0223
Si 1.9769 5.6193 26.1387 0.0008 0.0018 0.0371
Si 5.8163 5.6574 26.3132 0.0027 0.0079 -0.0245
Si 9.7071 5.6334 26.2584 0.0061 0.0024 -0.0038
Si 11.6661 8.9746 26.3435 0.01 -0.0032 -0.031
Si 3.8843 9.0114 26.4559 0.0019 0.0058 -0.0588
Si 7.794 9.0019 26.3443 0.0032 0.001 -0.0231
Si 1.9247 12.3832 26.1986 0.0022 0.0181 0.0257
Si 5.799 12.3293 26.2767 -0.0039 0.0039 -0.0038
Si 9.6862 12.3434 26.1856 0.0018 0.0051 0.0259
Si 1.9699 1.1933 27.0145 -0.0093 -0.0128 -0.0255
Si 5.828 1.1805 27.0184 -0.0017 -0.008 -0.0193
Si 9.6916 1.178 26.9972 -0.0024 -0.0076 -0.0294
Si 11.6471 4.5063 27.0111 -0.0108 0.0025 -0.0211
Si 3.8809 4.5078 27.0317 0.0085 0.0038 -0.0161
Si 7.7576 4.5148 27.0422 -0.0027 0.0019 -0.0044
Si 1.9644 7.8093 27.0752 -0.0004 0.027 0.0135
Si 5.8462 7.8811 27.0877 -0.01 -0.0049 0.024
Si 9.7154 7.8508 27.0717 -0.0038 0.0069 0.0106
Si 11.6153 11.2359 27.0361 0.002 -0.013 -0.0081
Si 3.8469 11.2664 27.0734 0.0105 -0.0188 0.0139
Si 7.7611 11.2398 27.0538 -0.0059 -0.0144 -0.0015
Si 1.9336 1.1164 29.4135 0.0717 0.1984 -0.1884
Si 5.8008 1.1164 29.4135 0.0601 0.1466 -0.1856
Si 9.6679 1.1164 29.4135 0.0852 0.108 -0.2447
Si 0 4.4654 29.4135 0.1494 0.0587 -0.1541
Si 3.8672 4.4654 29.4135 -0.0667 0.0415 -0.1729
Si 7.7343 4.4654 29.4135 0.095 0.0325 -0.0325
Si 1.9336 7.8145 29.4135 0.0161 -0.1943 0.2827
Si 5.8008 7.8145 29.4135 0.1151 0.0168 0.4385
Si 9.6679 7.8145 29.4135 0.0892 -0.0074 0.144
Si 0 11.1635 29.4135 0.0123 0.1814 -0.1007
Si 3.8672 11.1635 29.4135 -0.1022 0.3095 0.232
Si 7.7343 11.1635 29.4135 0.0571 0.2058 -0.0204
Si 0 0 0.3944 -0.0922 -0.1415 -0.175
Si 3.8672 0 0.3944 0.0427 -0.1896 0.3145
Si 7.7343 0 0.3944 -0.2306 -0.2489 0.0511
Si 1.9336 3.3491 0.3944 0.11 -0.1788 -0.103
Si 5.8008 3.3491 0.3944 -0.1381 -0.1363 0.2083
Si 9.6679 3.3491 0.3944 -0.2157 0.0032 -0.0487
Si 0 6.6981 0.3944 -0.1344 -0.0238 0.0223
Si 3.8672 6.6981 0.3944 0.0033 -0.1701 -0.147
Si 7.7343 6.6981 0.3944 0.0272 -0.0595 0.0799
Si 1.9336 10.0472 0.3944 -0.0522 0 -0.1422
Si 5.8008 10.0472 0.3944 0.1258 0.1311 0.0145
Si 9.6679 10.0472 0.3944 0.0102 -0.1393 -0.116
Si 11.5474 -0.0495 2.7445 0.0061 0.0046 -0.0096
Si 3.8443 -0.0721 2.8038 -0.0124 0.0154 0.0373
Si 7.6641 -0.0939 2.7721 0.0202 0.0172 0.0126
Si 1.9309 3.2682 2.7443 -0.0161 0.0133 -0.0055
Si 5.752 3.2729 2.8 0.0135 0.0035 0.0179
Si 9.5997 3.3094 2.7627 0.0199 -0.0084 0.0006
Si 11.572 6.635 2.7566 0.0133 0.0035 0.0039
Si 3.8683 6.6184 2.74 0.0004 0.0161 -0.0093
Si 7.7339 6.643 2.7681 -0.0026 0.006 0.0089
Si 1.9247 9.9977 2.7525 -0.0016 -0.0011 -0.008
Si 5.8201 10.038 2.7724 -0.0135 -0.0266 0.01
Si 9.6761 9.9741 2.7513 -0.006 0.0142 -0.002
Si 11.5528 2.2014 3.4454 -0.0063 -0.0048 0.0273
Si 3.8182 2.1235 3.6519 -0.0093 -0.0187 -0.0248
Si 7.6788 2.1134 3.5563 -0.0131 -0.0222 0.008
Si 1.9055 5.4988 3.4752 -0.008 -0.0088 0.0265
Si 5.8053 5.5223 3.566 -0.0004 0.0006 0.0003
Si 9.65 5.5234 3.6151 -0.0084 -0.0009 -0.0277
Si 11.6109 8.8643 3.5596 0.0035 0.0022 0
Si 3.8935 8.8658 3.4302 0.0064 -0.0001 0.0379
Si 7.7393 8.8747 3.5512 0.0039 -0.0035 0.0021
Si 1.8645 12.2296 3.5482 -0.0082 -0.0026 0.0015
Si 5.7527 12.215 3.7453 0.0039 -0.0067 -0.0618
Si 9.6161 12.1956 3.514 -0.0006 -0.0069 0.0148
Si 11.4767 2.1593 5.764 0.0131 -0.0184 0.0206
Si 3.73 2.0282 6.0768 0.0232 0.0328 0.0018
Si 7.6061 1.9681 5.9273 0.0395 0.0599 -0.0094
Si 1.8775 5.4062 5.8102 0.0253 0.026 -0.0083
Si 5.8035 5.4646 5.9407 -0.0124 -0.0182 0.0073
Si 9.622 5.446 6.0187 0.0147 -0.0063 -0.0018
Si 11.639 8.7929 5.9367 -0.0171 -0.002 -0.0062
Si 3.9159 8.7869 5.7466 -0.035 0.0117 -0.007
Si 7.7738 8.8098 5.9237 -0.0173 -0.0018 0.0217
Si 1.7817 12.1586 5.9204 0.0137 -0.0024 0.001
Si 5.7169 12.116 6.2556 -0.0059 0.0022 0.0378
Si 9.5825 12.1087 5.8681 0.0233 0.0177 0.0145
Si 1.6324 0.9738 6.7356 -0.1282 -0.0058 0.3141
Si 5.6689 0.9855 7.0148 -0.0235 0.0539 0.308
Si 9.6333 0.9364 6.5976 0.0369 -0.0293 0.3673
Si 11.5722 4.3163 6.726 0.0073 0.0014 0.3298
Si 3.8265 4.3216 6.564 -0.031 -0.0002 0.3969
Si 7.6931 4.1793 6.6285 -0.0166 -0.1298 0.3627
Si 2.0304 7.6274 6.517 0.0958 -0.0329 0.3953
Si 5.8307 7.7333 6.7005 -0.0044 0.0355 0.3679
Si 9.7172 7.7053 6.7379 0.054 0.0638 0.3514
Si 11.4526 10.9912 6.7798 -0.0773 -0.0094 0.3343
Si 3.6524 10.9338 6.6525 -0.151 -0.1083 0.3617
Si 7.7555 10.9731 6.8645 0.1012 -0.0556 0.3288
O 9.9001 7.8995 8.3992 -0.307 -0.2203 -0.0086
O 9.9025 0.8241 8.2469 0.3757 0.0435 -0.1448
O 1.0335 0.9181 8.321 -0.292 0.0187 -0.1025
O 3.0726 10.5515 8.1631 0.0637 0.0318 0.1222
O 5.8202 7.8989 8.3648 0.1313 0.1084 0.0529
O 5.6077 1.1815 8.7 0.1618 -0.1929 -0.0063
O 3.7742 4.3344 8.2116 0.1859 0.1453 0.0488
O 7.65 3.7329 8.2531 -0.066 0.4247 0.0472
O 0.0451 4.2783 8.3992 0.0411 -0.1741 0.0376
O 11.1552 10.9508 8.4314 0.1657 0.1535 0.0545
O 8.1196 10.7645 8.5015 -0.3019 0.1024 0.0359
O 2.3737 7.4903 8.121 -0.0142 0.0252 0.1131
O 11.4224 0.2087 21.2205 -0.158 0.1362 0.0008
O 9.7651 3.6373 21.3591 0.1857 -0.0119 -0.0695
O 4.1428 7.5416 21.5851 0.2116 0.2321 0.1315
O 6.0092 4.1625 21.3746 -0.2115 -0.0911 -0.0698
O 5.7537 9.7502 21.6523 -0.2315 -0.2587 0.1286
O 2.1498 3.3774 21.1984 0.1633 -0.1069 -0.0193
O 7.3604 13.449 21.4943 0.3226 -0.1861 -0.0124
O 4.0147 0.1549 21.3569 -0.2063 -0.0116 -0.0717
O 7.7343 6.9575 21.5831 -0.0685 0.1995 -0.0422
O 2.1218 10.1782 21.5889 0.1495 0.0609 -0.0391
O 11.543 6.973 21.3972 0.1341 -0.1656 -0.0382
O 10.1717 9.6533 21.626 -0.3197 0.2136 -0.0872
Si 11.5802 6.4487 11.2978 -0.0447 0.066 0.0061
Si 1.5724 10.3634 16.2439 0.0599 -0.0303 0.0592
Si 0.2271 3.6903 9.9126 0.0384 -0.0068 0.0529
Si 8.0874 12.8597 20.1692 -0.0523 -0.0361 0.0108
Si 2.8405 10.4607 9.7606 0.0136 0.0511 -0.0428
Si 2.5721 10.3934 20.0471 -0.0248 -0.0745 -0.068
Si 10.3528 3.7022 19.8381 -0.027 0 -0.0582
Si 0.2526 12.7999 17.0882 0.0636 0.0387 0.0641
Si 10.8189 0.6996 19.7704 0.0104 -0.0202 -0.0459
Si 3.1638 7.7514 16.232 0.052 0.0538 -0.0267
Si 0.3304 6.4875 19.895 0.0436 0.0072 0.0199
Si 9.389 2.5211 14.283 0.0292 -0.0062 -0.1009
Si 2.9078 2.545 11.0339 -0.0271 0.0533 0.0036
Si 5.1332 11.9806 15.347 -0.0834 -0.0246 0.0194
Si 4.9413 8.676 20.7074 0.0055 -0.0217 -0.1391
Si 3.6082 -0.3896 11.2808 0.0674 -0.0431 -0.0242
Si 5.5894 8.8835 14.7962 0.0672 -0.0589 -0.0628
Si -0.1642 11.3154 10.0059 0.0645 -0.0361 0.0385
Si 9.4552 10.0167 20.2093 0.0148 -0.011 -0.0124
Si 3.4587 0.0494 19.8248 -0.0003 0.002 -0.0445
Si 7.469 4.704 9.5411 0.0642 -0.0021 -0.0134
Si 2.3705 12.3561 14.1564 0.0459 0.0438 -0.0378
Si 6.1858 0.5904 10.1358 0.0882 -0.0273 0.0355
Si 2.7953 2.8993 19.7568 -0.0196 -0.0641 -0.004
Si 5.7178 4.4402 13.6499 0.0008 -0.0042 -0.0051
Si 7.4754 0.2117 15.5905 -0.0137 0.0038 0.0334
Si 9.6107 11.3424 15.2017 0.0147 0.0112 0.0471
Si 1.9894 6.565 13.5519 -0.0377 -0.0116 -0.0153
Si 2.8427 3.5263 14.0119 -0.0508 -0.026 0.012
Si 11.7015 9.1692 18.4026 -0.0037 0.0619 0.0094
Si 11.2322 0.8739 9.2034 -0.0593 0.0008 0.0904
Si 9.1267 7.3237 9.7147 0.0037 0.0183 0.0159
Si 8.6773 8.5573 14.5743 -0.0631 0.0141 0.0448
Si 4.7774 7.1561 12.3493 0.0613 0.0715 -0.0499
Si 2.9742 5.627 18.7497 -0.0127 0.0816 0.1077
Si 2.5383 7.4029 9.7184 -0.0636 -0.0041 -0.0591
Si 6.2649 8.4251 9.8436 -0.0721 -0.0161 0.069
Si 4.3324 4.761 9.6585 0.0172 0.0138 -0.0518
Si 9.3547 10.4963 12.2765 -0.0318 -0.0011 -0.0796
Si 5.9476 13.0301 17.9569 0.0063 -0.0369 0.0561
Si 7.9813 4.9304 18.3567 0.0322 -0.0022 -0.0369
Si 8.3084 5.4066 15.194 -0.0469 -0.0254 0.1044
Si 7.3238 11.0726 9.9146 -0.0643 0.0965 -0.0096
Si 5.3894 4.1975 19.8594 0.0455 -0.0071 -0.0189
Si 0.7858 1.4902 15.0364 0.0008 -0.0163 0.061
Si 7.5529 7.526 20.077 0.0305 -0.0137 -0.0434
Si 7.648 2.7865 11.857 0.0741 -0.0066 -0.0394
O 3.4541 6.0803 10.1008 0.0182 -0.0031 -0.1903
O 1.9483 2.6557 15.0766 -0.0846 -0.1061 -0.3708
O -0.3577 12.9454 10.1757 0.0614 -0.1253 -0.3851
O 8.3611 8.9009 19.823 0.102 -0.092 0.276
O 2.4195 1.3105 19.5097 0.3769 0.1014 0.2035
O 8.1525 5.2993 16.7961 -0.0048 -0.092 -0.014
O 2.7419 11.9821 19.694 0.1559 -0.0424 0.1689
O 7.1621 8.7659 15.1354 -0.0624 -0.0233 -0.3086
O 1.2848 0.1845 14.1731 0.1821 0.0135 0.2937
O 4.4124 3.809 14.4442 -0.1016 0.1403 -0.4163
O 4.2468 3.4133 10.6137 -0.3195 0.1191 -0.1134
O 10.9559 2.0799 14.482 -0.0357 -0.069 0.1245
O 11.3849 4.8399 10.9933 0.2168 0.1475 -0.2546
O 10.8459 12.018 16.0392 -0.0214 0.0355 0.0494
O 8.9371 6.9073 14.7644 -0.2775 0.0449 0.0599
O 1.7848 3.3613 10.2068 -0.1288 -0.1439 0.1526
O 8.4666 5.932 9.2149 -0.1139 0.0917 0.2305
O 11.1496 2.2959 19.5228 -0.3155 -0.0662 0.2147
O 5.4091 7.6043 10.9297 0.0436 0.0939 0.043
O 11.4185 7.5924 18.7814 0.2446 0.1704 0.2472
O 7.8717 8.2612 10.154 -0.0997 -0.2118 -0.2529
O 10.1356 7.1532 10.9859 0.1112 -0.1672 -0.3298
O 9.222 4.1106 14.7155 -0.2777 -0.1003 -0.0036
O 8.8325 11.4718 20.5193 -0.0332 0.0184 -0.1916
O 10.5759 10.5171 11.1655 -0.1489 0.212 -0.0253
O 8.362 12.238 15.76 0.0616 0.1399 -0.2113
O 4.4393 2.8746 19.7951 -0.254 0.4349 0.0392
O 4.6577 0.2247 18.7351 0.0453 -0.2584 0.0961
O 10.4739 10.0906 18.9464 0.0692 -0.2952 0.2386
O 6.794 0.693 17.0173 -0.0755 -0.5477 -0.1614
O 0.5156 6.7465 12.8318 0.3126 -0.1475 -0.2816
O 1.0521 7.1369 10.301 0.1382 -0.1495 0.1506
O 3.1431 7.1811 12.5564 0.1398 -0.2225 0.2133
O 3.9485 9.5561 19.7652 -0.136 -0.0103 0.4256
O 6.7916 5.1968 14.6137 0.1281 -0.1683 -0.1554
O 0.5757 0.913 16.5478 -0.0357 -0.3265 -0.3357
O 1.5505 11.7817 17.1015 -0.3883 -0.1438 -0.2802
O 5.3986 8.2886 13.3121 -0.1345 -0.2019 0.1913
O 2.9735 12.3736 12.6415 0.0246 0.2002 0.0465
O 6.4357 3.1912 12.8822 0.17 0.2713 -0.0914
O 2.7998 9.3223 16.5841 -0.2566 -0.1254 -0.1998
O 5.9977 7.8896 19.7488 0.1776 0.1085 0.4565
O 1.952 6.3916 19.7626 -0.1864 -0.2115 -0.2538
O 1.4458 9.6894 19.1356 -0.1019 0.0339 0.0222
O 9.4855 9.7114 15.4667 -0.1734 0.1891 -0.3771
O 3.103 8.8892 10.2031 -0.1914 0.0028 -0.2739
O 8.9809 9.0408 13.0079 0.0054 0.3158 0.2547
O 2.1536 7.31 15.002 0.2945 -0.0735 -0.0804
O 9.1359 3.8654 18.7765 0.0337 0.2977 0.2382
O 4.7371 7.9028 15.8009 -0.2356 0.2457 -0.2319
O 7.2497 1.5932 10.8359 -0.2244 0.0891 0.0756
O 8.1221 6.361 19.112 -0.2314 -0.0903 0.1238
O 5.9115 5.1631 9.6244 0.0136 -0.2401 -0.0266
O 6.9892 -0.9302 19.0556 0.0289 0.327 0.0128
O 11.0613 2.2513 10.0914 0.3276 0.0477 -0.3682
O 8.9805 2.3852 12.7049 -0.3303 0.1921 0.2501
O 9.7053 11.5065 13.547 -0.1552 -0.3802 0.1389
O 6.567 4.2027 18.7365 0.0573 0.2523 0.2662
O 6.0392 10.0447 9.9622 0.4602 -0.1937 -0.0882
O 1.3538 10.8352 10.2884 0.0183 0.0543 -0.2894
O 5.1651 10.4632 14.7455 0.0886 -0.0048 0.2119
O 1.6937 10.9067 14.6617 0.1609 0.2808 0.352
O 11.369 13.0749 18.6169 -0.0262 0.2043 -0.0894
O 5.4407 11.8427 16.9518 0.0903 0.469 -0.2273
O 8.0907 10.9867 11.3588 0.1456 -0.1409 -0.1808
O 11.3066 5.0084 19.6251 -0.0727 0.0619 0.1772
O 8.3708 1.4785 15.0718 0.0357 -0.0872 -0.0795
O 2.4274 4.0478 18.603 0.2869 0.153 0.4445
O 3.7531 11.6954 10.3239 -0.2866 0.0557 0.1037
O 9.185 0.5746 19.7049 0.15 -0.3202 0.2023
O 2.773 2.6496 12.6458 0.0789 0.2385 -0.0977
O 3.6491 12.6266 15.138 0.0337 -0.3016 -0.2285
O 7.9956 4.0824 10.9379 -0.3092 -0.1842 -0.1598
O 5.1138 0.2538 11.3329 -0.1468 -0.07 -0.3911
O 4.4291 5.4872 19.4925 -0.1706 -0.3831 -0.0887
O 6.2067 13.0531 14.673 0.0562 -0.1742 0.5392
O 3.0595 6.5712 17.3896 -0.0164 0.0733 0.0763
O 2.7792 0.9312 10.7149 0.2659 0.0929 0.2383
O 0.2935 9.4478 16.7881 0.3343 0.2365 0.3334
O 5.2245 5.6072 12.618 -0.0326 0.082 0.1973
O 2.1398 4.9676 13.7899 0.2155 0.0508 -0.0483
O 6.8932 12.6078 9.7061 -0.1278 -0.0434 0.1797

Results
free energy: -167271.067 eV
free energy less fixed offsets of O -570.45, Si -639.56 eV per atom: 3.153 eV

The program warned: the cutoff lies below the one the program advises for these potential files; the forces do not sum to zero within the program's tolerance; empty levels may hold ghost states of the PAW files; the exchange-correlation potential is rough where the density is thin.
